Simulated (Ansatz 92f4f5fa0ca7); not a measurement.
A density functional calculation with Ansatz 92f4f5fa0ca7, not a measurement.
Periodic cell of 240 atoms, Si143O91As6, from a study of silicon, its oxide and their interface. The atomic structure is a simulated model.

Settings
functional: PBE
potential files: Ansatz PAW
basis: plane waves
wave-function cutoff: 700 eV
density cutoff ratio: 5
exchange-correlation grid ratio: 1
k mesh: 2 x 2 x 1, shifted by 0.5 0.5 0.5 of a step
self-consistency stop: 5e-08 eV per atom in the density residual
occupations: fixed
spin: none
net charge: 0

Cell vectors (angstrom)
a 11.6015 0 0
b 0 10.938 0
c 0 0 31.8076

Atoms: element, x, y, z (angstrom)
Si 0.249 -0.0576 23.3123
As 3.9008 -0.2753 22.9965
Si 7.8929 0.0254 23.2219
As 2.0762 1.4704 23.0159
Si 5.7891 1.1904 23.2864
Si 9.9096 1.2574 23.2827
Si -0.0815 5.1952 23.2142
As 3.7636 5.3158 22.7994
Si 7.6227 5.422 22.9134
Si 1.7597 6.728 23.0058
Si 5.6956 6.7481 23.0891
Si 9.6354 6.5582 23.3248
Si 2.0424 2.6482 25.1018
Si 5.7865 2.7168 25.0731
Si 9.7171 2.7099 25.1018
Si 11.6955 3.9505 25.1573
Si 3.8741 4.1476 24.9833
Si 7.7431 4.0173 24.8958
Si 1.9414 8.0681 25.0119
Si 5.7926 8.1531 25.0155
Si 9.6724 8.1623 25.0671
Si 11.6613 9.4513 25.1356
Si 3.8469 9.4925 25.0687
Si 7.7455 9.5087 25.0609
Si 11.6097 -0.014 26.9876
Si 3.8732 -0.0474 26.9789
Si 7.7181 -0.0185 26.9718
Si 1.9667 1.3187 27.0189
Si 5.7839 1.3486 26.9955
Si 9.6577 1.3247 27.0009
Si 11.6375 5.4565 26.9832
Si 3.8966 5.4496 26.9611
Si 7.7467 5.4236 26.8935
Si 1.9702 6.7958 26.9901
Si 5.826 6.811 26.9674
Si 9.6796 6.7904 26.985
Si 1.9336 2.7345 28.9084
Si 5.8008 2.7345 28.9084
Si 9.6679 2.7345 28.9084
Si 0 4.1018 28.9084
Si 3.8672 4.1018 28.9084
Si 7.7343 4.1018 28.9084
Si 1.9336 8.2035 28.9084
Si 5.8008 8.2035 28.9084
Si 9.6679 8.2035 28.9084
Si 0 9.5708 28.9084
Si 3.8672 9.5708 28.9084
Si 7.7343 9.5708 28.9084
Si 0 0 30.842
Si 3.8672 0 30.842
Si 7.7343 0 30.842
Si 1.9336 1.3673 30.842
Si 5.8008 1.3673 30.842
Si 9.6679 1.3673 30.842
Si 0 5.469 30.842
Si 3.8672 5.469 30.842
Si 7.7343 5.469 30.842
Si 1.9336 6.8362 30.842
Si 5.8008 6.8362 30.842
Si 9.6679 6.8362 30.842
Si 1.9336 2.7345 0.9679
Si 5.8008 2.7345 0.9679
Si 9.6679 2.7345 0.9679
Si 0 4.1018 0.9679
Si 3.8672 4.1018 0.9679
Si 7.7343 4.1018 0.9679
Si 1.9336 8.2035 0.9679
Si 5.8008 8.2035 0.9679
Si 9.6679 8.2035 0.9679
Si 0 9.5708 0.9679
Si 3.8672 9.5708 0.9679
Si 7.7343 9.5708 0.9679
Si 11.5623 0.0633 2.8698
Si 3.8743 0.0582 2.8957
Si 7.7087 0.0279 2.8993
Si 1.9144 1.3994 2.9077
Si 5.7978 1.4072 2.912
Si 9.6348 1.4027 2.9172
Si 11.5734 5.4868 2.9112
Si 3.8825 5.4941 2.901
Si 7.726 5.473 2.9225
Si 1.9295 6.8246 2.8505
Si 5.804 6.8729 2.9422
Si 9.6469 6.8573 2.914
Si 1.9115 2.8387 4.7845
Si 5.7924 2.7319 4.8855
Si 9.6696 2.7028 4.8999
Si 11.5461 4.1616 4.885
Si 3.8778 4.1345 4.8448
Si 7.7384 4.1095 4.8824
Si 1.9349 8.4131 4.5802
Si 5.7822 8.2464 4.9116
Si 9.6218 8.2819 4.8199
Si 11.567 9.6677 4.7965
Si 3.886 9.6938 4.8616
Si 7.6995 9.6488 4.8519
Si 11.7539 0.1366 6.7011
Si 3.7147 0.1408 6.8314
As 7.7569 -0.1537 6.9844
As 1.9161 1.7553 6.8832
Si 5.8405 1.3573 6.8489
As 9.7095 1.4812 7.0109
Si 11.552 5.7521 6.687
Si 3.6908 5.6168 6.6887
Si 7.702 5.4908 6.8401
Si 1.8717 7.0342 6.3893
Si 5.744 6.8763 6.8911
Si 9.523 7.0423 6.8319
O 0.3514 5.0775 8.1701
O 5.8336 7.9298 8.2185
O 7.8146 4.3982 8.138
O 6.0259 2.3523 8.1781
O 3.1728 4.8872 8.1359
O 3.2598 10.1722 8.1788
O 1.9292 7.8882 7.8117
O 9.3127 8.2391 8.0349
O 0.5727 10.1589 8.0467
O 11.2339 4.3441 21.7965
O 7.7027 5.0964 21.2448
O 8.1697 10.1383 21.7902
O 10.1364 1.9292 21.7827
O 10.081 7.0538 21.8022
O 1.5158 7.6493 21.6245
O 5.843 7.6797 21.7126
O 5.5777 2.1411 21.9395
O 0.3863 10.0473 21.8917
Si 1.8977 9.318 8.5595
Si 3.9733 5.2622 9.5102
Si 5.3314 7.8029 9.7779
Si 11.5619 0.5395 13.8687
Si 0.872 2.6883 18.3217
Si 7.7365 6.7533 11.4949
Si 8.3877 4.4202 16.7752
Si 9.8556 8.2729 9.5917
Si 2.5204 3.717 11.8206
Si 10.1617 11.1225 11.0171
Si 4.9695 1.1 15.4996
Si 11.3802 3.0679 11.0948
Si 0.1115 5.688 9.658
Si 6.0409 3.7665 14.6898
Si 6.6021 3.6602 8.9681
Si 2.9749 1.1232 13.1061
Si 11.7887 4.5666 13.54
Si 8.2199 8.7692 13.7453
Si 7.6167 0.613 12.278
Si 9.7646 7.4399 20.2773
Si 7.7362 10.4775 20.2468
Si 1.6059 7.7183 11.2236
Si 11.1658 7.5499 13.4613
Si 6.5501 7.9691 20.2786
Si 3.9328 5.7108 15.6059
Si 5.9058 1.9849 20.353
Si 10.6202 3.162 20.8472
Si 0.7412 8.8748 20.8342
Si 1.3223 9.0403 15.3331
Si 2.4817 9.2211 18.2556
Si 0.9033 5.1752 16.4381
Si 9.0645 9.9052 17.684
Si 10.229 1.6837 16.3759
Si 3.6698 8.1132 13.612
Si 4.8805 10.1091 11.8473
Si 3.696 1.1634 18.2733
Si 4.8286 7.3423 17.8801
Si 10.1398 6.8102 17.4672
Si 7.3582 3.6781 11.989
Si 7.8146 4.199 19.8471
Si 6.5159 9.3847 16.1994
O 8.1687 7.7638 20.2174
O 10.373 9.762 10.0935
O 1.3984 2.9918 10.8669
O 1.0862 4.1784 17.7079
O 9.7689 8.4335 17.342
O 7.922 2.2208 12.6274
O 6.3998 9.5609 19.9457
O 7.5183 7.5967 12.863
O 3.4529 -0.0236 12.0211
O 10.6374 1.5389 14.787
O 8.8283 7.6335 10.667
O 8.0434 10.3648 13.3526
O 0.397 10.2911 14.8864
O 9.0505 10.2772 19.2853
O 4.2271 6.847 14.4652
O 9.2816 3.5047 19.9819
O 10.8838 4.4647 10.3776
O 4.521 1.663 16.9605
O 2.8328 7.6207 12.2969
O 11.8013 4.3772 15.1696
O 9.8051 8.3754 13.7751
O 2.3426 5.6687 15.8876
O 4.5532 4.3119 15.0731
O 1.4107 6.205 10.5444
O 10.9699 8.5118 20.0266
O 0.554 7.7204 14.7483
O 9.9761 6.3738 19.0498
O 6.3545 6.9078 10.6688
O 7.4993 8.5952 15.1835
O 7.4676 9.8768 17.4015
O 7.2313 1.0689 20.1202
O 11.5686 1.839 17.2805
O 9.2408 2.9941 16.6244
O 11.0556 3.3425 12.7012
O 2.7797 9.0675 14.5997
O 6.0408 0.322 11.9546
O 6.2526 4.1219 13.1065
O 5.0578 9.2811 10.4372
O 1.4986 9.0654 16.9511
O 6.3763 3.4278 19.8259
O 5.4915 4.8232 9.125
O 0.1864 2.7449 19.7946
O 4.6579 5.9662 17.0456
O 5.7512 10.6285 15.5252
O 6.9767 3.1813 10.4794
O 5.3919 8.4184 16.8162
O 8.5348 11.2551 10.9641
O 9.2403 5.8106 16.5162
O 11.0047 7.1354 9.5013
O 3.4363 10.5165 18.0481
O 7.8035 4.6835 18.2798
O 3.9725 6.8877 9.7453
O 7.2121 4.3993 15.6377
O 10.7557 1.6593 10.5202
O 0.2712 8.1208 12.1012
O 3.4288 2.5808 12.5436
O 1.3552 1.1722 13.293
O 10.9493 5.944 13.2448
O 8.1227 5.1569 11.7348
O 4.595 1.4229 19.5983
O 6.0336 2.1525 14.8734
O 2.3113 1.9686 18.4705
O 4.9325 9.0091 13.0695
O 5.8297 7.0672 19.1322
O 3.3858 7.8746 18.418
O 0.0678 6.4575 17.0178
O 9.6342 0.2182 16.8153
O 3.5561 4.516 10.8753
O 1.737 4.6202 12.9605
O 10.7443 0.0139 12.5442
O 3.6538 0.9197 14.5649
O 1.6959 9.4509 19.6517
O 1.8251 8.9466 10.1534

Results
free energy: -171815.525 eV
free energy less fixed offsets of As -4857.07, O -569.03, Si -635.61 eV per atom: 0.855 eV

Forces (eV/angstrom), in the order of the atoms: element, x, y, z
Si 0.1109 -0.0548 -0.0459
As -0.0542 0.0271 0.0254
Si 0.0271 -0.0257 -0.064
As 0.0293 -0.0233 0.0276
Si -0.1119 0.0111 -0.0253
Si 0.0271 0.0329 -0.0613
Si 0.0614 -0.0299 -0.0819
As 0.0388 -0.0383 0.0593
Si 0.018 -0.041 -0.067
Si -0.0498 0.0388 0.0146
Si -0.0253 0.0394 -0.0545
Si 0.0924 0.0274 -0.041
Si -0.0118 -0.0559 -0.0214
Si -0.0122 -0.0751 -0.0066
Si -0.0534 -0.0337 0.0198
Si 0.0607 0.0545 0.0069
Si -0.0391 0.0671 -0.0655
Si -0.0189 0.0434 0.0332
Si 0.017 -0.0402 -0.0352
Si -0.0041 -0.0459 0.0219
Si 0.0323 -0.0647 -0.0055
Si 0.0292 0.0672 0.0105
Si -0.0036 0.0542 -0.0157
Si -0.0525 0.0372 0.0243
Si 0.0127 -0.0567 0.0002
Si 0.0117 -0.0393 0.0219
Si 0.0091 -0.0492 -0.0035
Si 0.0169 0.0339 0.0182
Si -0.0017 0.0495 0.0147
Si -0.0083 0.0556 -0.0159
Si 0.0026 -0.0581 -0.0061
Si 0.0067 -0.0322 0.023
Si -0.0132 -0.0624 -0.0259
Si -0.0147 0.0513 0.0037
Si -0.0071 0.0508 0.0052
Si -0.0168 0.054 -0.0138
Si 0.0401 -0.0556 0.1028
Si -0.0421 -0.0692 0.1472
Si -0.0126 -0.0856 0.0529
Si 0.0199 -0.0689 0.0544
Si 0.0566 -0.0947 -0.0708
Si 0.0043 -0.0552 -0.3627
Si 0.0495 -0.0718 -0.0798
Si 0.0512 -0.1013 -0.0444
Si -0.0029 -0.1389 -0.0522
Si 0.0252 -0.0449 0.1096
Si 0.0297 -0.1755 0.1447
Si -0.0654 -0.0505 0.0344
Si -0.0043 -0.0536 0.0169
Si 0.0131 -0.0027 0.0114
Si 0.006 -0.003 0.0145
Si -0.0001 0.0439 0.0024
Si 0.0113 -0.0003 0.023
Si -0.0051 0.0002 0.023
Si 0.0036 -0.009 0.0286
Si -0.0048 0.0288 0.003
Si -0.012 0.1026 0.0032
Si -0.0031 0.083 -0.0802
Si 0.0038 -0.031 -0.0221
Si -0.0037 0.0147 -0.0059
Si -0.0048 0.0586 -0.0312
Si 0.0266 0.1323 -0.0148
Si -0.0762 0.1097 0.0469
Si -0.042 0.074 0.0932
Si 0.0446 0.0609 0.0391
Si -0.0123 0.0692 0.0252
Si -0.0154 -0.0061 -0.3183
Si 0.054 0.0229 0.1387
Si -0.0512 0.0258 0.0278
Si -0.0319 0.1113 0.0496
Si 0.0004 0.1292 0.1648
Si -0.0189 0.0907 0.0442
Si 0.0064 -0.0611 -0.0289
Si 0.0129 -0.0556 -0.0184
Si 0.0111 -0.0503 -0.0515
Si 0.0034 0.0334 -0.0349
Si 0.0117 0.0508 -0.008
Si -0.0093 0.0509 -0.0395
Si -0.0262 -0.0528 0.0082
Si 0.031 -0.0605 0.0232
Si -0.0083 -0.0632 0.0117
Si 0.0046 0.0593 0.0273
Si -0.0124 0.043 0.0149
Si 0.0162 0.0538 0.0046
Si 0.0107 -0.0441 -0.0043
Si -0.0534 -0.0235 -0.0043
Si 0.0422 -0.0331 0.011
Si -0.1106 0.0652 0.0096
Si 0.0612 0.0494 -0.0095
Si 0.0122 0.0842 0.0161
Si -0.0288 -0.065 0.0083
Si 0.0034 -0.0696 -0.0379
Si 0.0201 -0.0542 -0.0054
Si -0.003 0.0113 0.0141
Si 0.0179 0.0329 0.0121
Si -0.0495 0.0832 0.0208
Si 0.0335 -0.0585 0.0194
Si -0.08 -0.0475 0.0276
As -0.0281 0.0611 -0.0152
As -0.0235 0.001 0.0848
Si 0.1328 0.0331 0.0426
As -0.017 0.0173 -0.0222
Si 0.0681 -0.0673 0.0072
Si -0.0591 -0.0565 0.0019
Si 0.0295 -0.0691 0.0634
Si 0.0152 0.0363 0.0676
Si 0.0368 0.0812 -0.0004
Si -0.0227 0.0787 0.0481
O -0.0293 0.0092 -0.0311
O -0.0271 -0.0266 -0.0131
O -0.0456 0.0085 -0.0355
O -0.012 0.0523 -0.0039
O 0.0443 0.0149 -0.0147
O -0.0155 -0.0026 -0.035
O -0.0146 0.0133 -0.0148
O 0.0213 -0.0275 -0.0307
O 0.0404 -0.0187 0.0029
O 0.0028 -0.0289 0.0009
O 0.0175 -0.0263 0.0376
O -0.0243 0.0068 0.0044
O -0.026 0.0279 0.0081
O -0.0925 0.0466 0.0046
O -0.0151 0.0101 0.0161
O 0.0098 0.0044 -0.0088
O 0.0543 0.0257 -0.0533
O -0.0226 -0.0385 -0.0123
Si -0.0215 -0.002 -0.004
Si 0.018 -0.0118 0.0187
Si -0.0015 0.005 0.004
Si -0.0035 0.0035 -0.0017
Si 0.0034 -0.0025 0.0031
Si 0.0003 0.003 -0.0027
Si -0.0097 0.0002 -0.0036
Si -0.0007 0.004 -0.0078
Si 0.0023 -0.002 -0.0024
Si -0.0017 0.0025 -0.0035
Si -0.0007 0.0038 -0.0008
Si -0.0006 -0.0069 -0.0057
Si 0.0009 -0.0029 0.0024
Si -0.0004 0.0001 -0.0045
Si -0.0282 -0.0052 -0.0065
Si 0.0024 0.0012 -0.0015
Si -0.0031 -0.0017 -0.0002
Si 0.003 -0.0011 0.0099
Si 0.0015 0.0001 -0.0034
Si 0.0056 -0.0014 0.0086
Si -0.0048 -0.0006 0.0003
Si -0.0019 0.0004 -0.0014
Si -0.0019 0.0002 0.0004
Si -0.0037 0.011 0.007
Si 0.002 -0.0064 -0.0018
Si -0.0062 -0.0015 0.0341
Si 0.0085 0.0014 -0.0009
Si -0.0079 0.0149 -0.0032
Si -0.0011 -0.0008 0.0017
Si -0.0001 0.0002 0.0018
Si 0.0006 0.0001 0.0007
Si -0.0017 0.0046 0.0084
Si 0.005 0.0003 -0.0073
Si 0.0047 0.0006 0.0045
Si -0.0015 0.0043 -0.0019
Si -0.0035 0.002 0.0002
Si -0.0057 -0.0043 0.0017
Si 0.0074 -0.0082 0.0073
Si -0.0142 0.0021 -0.0051
Si -0.0076 -0.0156 -0.0139
Si -0.0031 -0.0023 -0.0034
O -0.0193 -0.0083 -0.0053
O 0.0048 -0.0233 -0.006
O -0.0076 0.0234 0.0315
O -0.0081 -0.0145 -0.0152
O -0.0196 0.0016 -0.0191
O 0.0014 -0.004 -0.0109
O 0.0175 -0.008 0.0047
O 0.0094 -0.0138 -0.0212
O 0.0165 0.0054 0.0193
O 0.0082 -0.0104 0.0151
O -0.0026 0.0036 -0.0076
O -0.0117 -0.0063 -0.0107
O 0.0075 -0.0049 -0.011
O -0.0092 0.0062 -0.0008
O -0.0165 0.0036 0.0034
O 0.0142 0.0042 0.0079
O 0.0117 0.001 0.0071
O -0.0071 -0.0176 -0.0047
O -0.0106 0.0111 0.011
O 0.0079 0.0154 -0.0064
O 0.0023 -0.0072 -0.0063
O 0 -0.0115 0.002
O 0.0131 0.0078 0.0001
O 0.0058 0.0089 0.0063
O 0.0057 0.0088 -0.0002
O -0.0076 0.0135 -0.0185
O 0.004 0.0135 -0.0295
O 0.0085 0.0091 -0.008
O -0.0038 0.0169 0.0034
O -0.0038 -0.0099 -0.0232
O -0.0138 -0.0172 0.0062
O -0.0068 0.021 0.0023
O 0.0053 0.002 -0.0125
O 0.0203 0.0219 -0.0183
O -0.0093 -0.0237 -0.0116
O 0.0031 -0.0183 0.0005
O 0.0106 -0.0125 0.013
O 0.005 -0.0242 0.013
O 0.0266 0.0058 -0.0023
O -0.0112 -0.0026 0.0057
O 0.0023 -0.0255 0.0373
O -0.015 0.0039 -0.0075
O -0.0126 0.0176 -0.005
O 0.006 0.0014 0.0048
O 0.004 0.0219 -0.0129
O 0.009 -0.0035 0.0083
O 0.0028 0.0071 0.0313
O 0.0102 -0.0043 0.0131
O -0.0007 -0.0014 -0.0047
O -0.0131 0.0051 0.0037
O 0.0017 -0.0016 -0.0155
O 0.0232 -0.0244 -0.0178
O -0.0034 -0.0113 -0.0006
O -0.0017 0.0033 0.0174
O 0.0174 -0.0188 0.021
O -0.0272 -0.01 -0.0015
O 0.0111 -0.0184 0.0073
O 0.0175 0.0001 0.0047
O -0.0124 0.0065 0.0013
O 0.0124 0.0072 -0.016
O -0.0199 0.0143 0.0068
O 0.0043 -0.0088 -0.0093
O -0.0304 0.0053 -0.0185
O 0.0002 0.0249 -0.0009
O 0.0129 0.0163 -0.0202
O -0.0083 -0.0128 -0.0063
O -0.0024 -0.005 0.013
O -0.0083 0.0121 -0.0178
O -0.0146 -0.0235 -0.0054
O 0.0053 0.0142 -0.0056
O 0.012 0.0109 -0.0122
O 0.0017 -0.0143 -0.0013
O -0.0031 -0.0082 0.004

The program warned: the cutoff lies below the one the program advises for these potential files; the forces do not sum to zero within the program's tolerance; the exchange-correlation potential is rough where the density is thin.
